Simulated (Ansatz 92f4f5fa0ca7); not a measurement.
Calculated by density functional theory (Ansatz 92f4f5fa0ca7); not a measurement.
Periodic cell of 213 atoms, Si132O80H1, from a study of silicon, its oxide and their interface. The atomic structure is a simulated model.
Doubt: the cutoff is far below the 930 eV that the study's wrapper takes by default for these files, so forces and energies are approximate.
This geometry differs little from another in the collection (a relaxation step or a small displacement).

Settings: functional PBE; potential files Ansatz PAW; basis plane waves; wave-function cutoff 580 eV; density cutoff ratio 5; exchange-correlation grid ratio 1; k mesh 1 x 1 x 1, Gamma-centred; self-consistency stop 5e-08 eV per atom in the density residual; occupations fixed; spin none; net charge +1 e, with a uniform compensating background and no finite-size correction.

Cell vectors (angstrom)
a 10.938 0 0
b 0 10.938 0
c 0 0 31.7695

Atoms and the computed forces on them: element, x, y, z (angstrom), force x, y, z (eV/angstrom)
Si -0.3881 0.3568 24.3748 0.0031 0.0004 0.0004
Si 6.1805 -0.5602 24.3566 0.001 0.0022 0.0008
Si 2.1373 3.3142 24.4342 0.001 -0.0051 0.0022
Si 8.6217 2.0918 24.3386 -0.0023 -0.0026 0.0009
Si 0.4864 5.091 24.2839 0.0032 0.0024 -0.005
Si 4.75 6.1134 24.3479 0.0012 0.0047 0.0047
Si 3.0418 7.9305 24.497 -0.0045 -0.0023 -0.0016
Si 7.7702 8.5374 24.3332 0.0007 -0.0018 -0.0014
Si 1.282 1.4575 25.6504 -0.0003 0.0032 -0.0049
Si 6.9306 1.2424 25.7389 0.0008 -0.0009 -0.0038
Si 4.034 4.1779 25.5643 -0.0028 -0.0002 -0.0029
Si 9.5599 4.058 25.4204 0.0015 0.0004 0.0005
Si 1.3726 6.7947 25.6888 -0.0021 0.0013 -0.0015
Si 6.7064 6.844 25.5624 -0.002 0 -0.0024
Si 4.2133 9.6366 25.58 0.0028 -0.0007 -0.0016
Si 9.5264 9.5436 25.5966 -0.0022 0.0006 -0.0032
Si 2.7392 0.0403 26.9223 -0.002 -0.0003 0.004
Si 8.2604 -0.076 27.0889 0.0008 -0.0007 0.0052
Si -0.0721 2.7959 27.0074 0.0008 -0.0015 0.0016
Si 5.4641 2.7427 26.914 0 0.0002 0.0049
Si 2.7392 5.46 27.0566 0.0018 -0.001 0.0065
Si 8.1757 5.4485 26.8626 -0.0008 0.0008 0.0013
Si -0.0161 8.2015 26.9592 0.0014 -0.0007 0.0029
Si 5.4631 8.2285 27.0216 0.0007 0.0018 0.0018
Si 4.1018 1.3673 28.3513 -0.0222 0.1777 -0.3876
Si 9.5708 1.3673 28.3513 0.0733 0.1378 0.4752
Si 1.3673 4.1018 28.3513 -0.2486 -0.0158 0.3853
Si 6.8362 4.1018 28.3513 0.0478 -0.033 -0.5758
Si 4.1018 6.8362 28.3513 0.0401 0.1704 0.3844
Si 9.5708 6.8362 28.3513 -0.285 -0.2132 -0.5496
Si 1.3673 9.5708 28.3513 0.1393 0.0935 -0.4755
Si 6.8362 9.5708 28.3513 -0.0103 -0.2949 0.704
Si 0 0 29.7185 0.0685 0.1807 0.0193
Si 5.469 0 29.7185 0.1012 -0.0436 -0.0098
Si 2.7345 2.7345 29.7185 -0.096 -0.0122 0.0064
Si 8.2035 2.7345 29.7185 -0.007 -0.144 0.0152
Si 0 5.469 29.7185 0.0669 -0.0763 0.01
Si 5.469 5.469 29.7185 -0.0065 0.1026 -0.0007
Si 2.7345 8.2035 29.7185 0.0558 -0.0479 0.0239
Si 8.2035 8.2035 29.7185 -0.181 -0.0369 0.0519
Si 1.3673 1.3673 31.0858 0.068 -0.0839 0.0234
Si 6.8362 1.3673 31.0858 -0.0433 0.0653 -0.0216
Si 4.1018 4.1018 31.0858 0.0091 -0.0082 -0.0105
Si 9.5708 4.1018 31.0858 -0.045 0.0586 -0.0357
Si 1.3673 6.8362 31.0858 -0.0804 0.0414 -0.0193
Si 6.8362 6.8362 31.0858 0.096 -0.0342 0.0267
Si 4.1018 9.5708 31.0858 -0.0455 0.0738 -0.0279
Si 9.5708 9.5708 31.0858 0.0242 -0.0625 -0.02
Si 2.7345 0 0.6835 0.0198 -0.0504 0.0218
Si 8.2035 0 0.6835 -0.0421 0.0473 -0.0165
Si 0 2.7345 0.6835 -0.0274 0.0284 -0.0012
Si 5.469 2.7345 0.6835 0.0338 -0.0572 0.0297
Si 2.7345 5.469 0.6835 -0.0292 0.0538 -0.0103
Si 8.2035 5.469 0.6835 0.0356 -0.0731 0.0228
Si 0 8.2035 0.6835 0.0625 -0.0144 0.0397
Si 5.469 8.2035 0.6835 -0.0274 0.0073 -0.0043
Si 4.1018 1.3673 2.0507 -0.0051 0.0558 -0.0401
Si 9.5708 1.3673 2.0507 -0.0313 -0.1205 0.0396
Si 1.3673 4.1018 2.0507 0.0389 -0.003 0.0351
Si 6.8362 4.1018 2.0507 -0.0156 0.057 -0.0433
Si 4.1018 6.8362 2.0507 0.0127 -0.0519 0.0279
Si 9.5708 6.8362 2.0507 -0.083 0.0083 -0.0683
Si 1.3673 9.5708 2.0507 0.0187 0.1448 -0.0649
Si 6.8362 9.5708 2.0507 0.0965 -0.0234 0.0299
Si 0 0 3.418 0.3445 -0.1649 -0.5809
Si 5.469 0 3.418 -0.2612 0.1421 0.5896
Si 2.7345 2.7345 3.418 0.2122 -0.0756 -0.2333
Si 8.2035 2.7345 3.418 -0.3316 -0.0964 0.3267
Si 0 5.469 3.418 0.0738 0.2354 0.3997
Si 5.469 5.469 3.418 0.0158 -0.1837 -0.487
Si 2.7345 8.2035 3.418 0.0859 0.2772 0.5747
Si 8.2035 8.2035 3.418 0.0856 -0.132 -0.6171
Si 1.3963 1.3363 4.7393 -0.0035 -0.0024 -0.0155
Si 6.7981 1.3806 4.8641 -0.0004 0.0069 -0.003
Si 4.1374 4.09 4.7698 -0.0006 0.0024 -0.0093
Si 9.5586 4.0949 4.7875 -0.0006 -0.0011 -0.0019
Si 1.3867 6.8642 4.8506 -0.0043 -0.0004 -0.005
Si 6.8052 6.8584 4.7127 -0.005 -0.0061 -0.0165
Si 4.0812 9.6125 4.9046 0.0003 0.0016 -0.0032
Si 9.6422 9.5023 4.6966 0.0007 0.0058 -0.0169
Si 2.6455 0.0667 6.3276 -0.0011 -0.0007 0.0019
Si 8.2816 -0.0846 5.9962 -0.0023 -0.0233 0.0227
Si 0.0503 2.7272 6.0558 0.0084 0.0029 0.0161
Si 5.3626 2.7376 6.3354 -0.0015 -0.0002 0.0018
Si 2.8234 5.4898 6.1412 0.0113 -0.0051 0.0104
Si 8.1599 5.5028 6.0773 0.0056 0.005 0.0033
Si 0.0027 8.2297 6.2433 -0.0001 0.0043 0.0064
Si 5.555 8.2119 6.1868 -0.0046 -0.0146 0.0151
Si 3.4147 1.9684 7.5792 0.008 0.0003 0.0062
Si 10.0137 0.9223 7.1903 -0.0125 -0.0012 -0.005
Si 1.7516 3.7752 7.3064 -0.0105 -0.0016 -0.0087
Si 6.2904 4.7154 7.2705 -0.0008 -0.0001 0.0104
Si 4.6208 6.4235 7.4112 -0.0004 0.0054 -0.0189
Si 9.2651 7.0527 7.4284 -0.0021 -0.0117 0.0014
Si 0.7415 10.1231 7.5284 0.0011 -0.0018 0.0089
Si 7.5151 9.0254 7.2757 0.0141 0.0323 -0.0177
O 0.7706 9.8504 9.1985 0.0007 -0.0033 -0.0152
O 1.1771 4.5177 8.6817 0.0024 -0.001 -0.0027
O 5.3681 -1.5167 10.655 0.0038 -0.002 -0.0005
O 7.1242 9.8328 8.6823 -0.0061 -0.0156 0.0012
O 3.5308 1.6248 9.2137 -0.0001 -0.0022 -0.0142
O 4.6259 6.6156 9.1296 0.014 -0.005 0.0079
O 6.5621 4.867 9.1844 -0.014 0.0236 -0.0158
O 9.8516 6.0879 8.7042 -0.0034 0.0055 -0.005
O 2.4386 2.9239 22.8343 -0.0013 0.002 0.0024
O 6.2993 10.858 22.73 -0.0002 -0.006 0.0047
O 7.6778 2.2766 22.9491 0.0037 -0.0009 0.0029
O 0.3641 5.6098 22.7078 0.0021 -0.0032 0.0162
O 2.3184 8.6281 23.1421 0.0037 -0.0015 0.0043
O 8.178 8.0488 22.7943 -0.0015 0.0037 0.0132
O 4.8782 5.8009 22.7374 0.0017 -0.0032 0.0048
O 11.3105 10.581 23.0467 -0.0032 0.0034 0.0022
Si 0.3501 3.6479 14.9855 0.0031 -0.001 -0.003
Si 6.928 11.2026 14.096 0.0008 0.0014 -0.0012
Si 3.8962 2.05 10.7451 -0.0104 -0.0029 0.0056
Si 3.3901 1.7112 22.3159 -0.0027 -0.0003 -0.003
Si 1.8803 10.1018 22.5928 -0.001 0.0004 -0.0029
Si 4.8857 10.202 12.0133 -0.0002 -0.0115 0.0026
Si 13.3528 11.2022 19.8974 -0.0019 -0.0024 -0.0045
Si 6.373 13.4495 17.0593 0.0011 -0.0007 -0.0015
Si 9.686 3.4168 19.7389 -0.0007 -0.0034 0.0009
Si 2.7365 17.5697 19.4348 0.0017 0.0013 0.0018
Si -1.476 13.3013 16.9719 -0.0003 -0.0005 0.0014
Si 1.6033 8.6252 15.6485 0.0012 0.0001 -0.002
Si 1.1321 6.2647 12.1916 0.0047 0.005 -0.0023
Si 10.4204 11.5756 19.1018 -0.0017 -0.0015 0.0025
Si 9.5875 6.0513 13.9957 0.0005 0.0011 -0.0039
Si 5.4543 14.1033 14.3819 0.0017 -0.0029 0.0015
Si 11.0138 5.8607 21.1163 0.0021 -0.0004 -0.0071
Si 6.3932 12.4328 22.2721 0.0014 0.0046 -0.0032
Si -0.9228 2.0249 10.0849 0.0046 -0.0037 0.0085
Si 5.3508 5.7396 21.1928 -0.0006 0.0025 -0.0085
Si 5.9822 6.3267 9.9912 0.0005 -0.0063 0.0001
Si 7.0326 16.0049 12.4847 0.0057 0.0021 0.0123
Si 2.547 14.4963 12.9807 -0.0044 -0.0014 -0.006
Si 11.5922 10.6261 10.6442 -0.0014 -0.0007 0.0065
Si 8.8981 10.9076 11.8977 -0.0004 -0.0039 -0.004
Si 13.2099 9.0415 12.6185 0 -0.0041 -0.0015
Si 6.6974 3.2548 20.0427 0.0015 0.0015 0.0015
Si 8.5776 9.2371 18.8596 0.0033 0.0008 0.0026
Si 8.1398 7.4138 21.2876 -0.0041 0.0012 -0.009
Si 6.5981 3.4292 10.174 -0.0058 0.0242 0.0453
Si 6.8815 -1.7707 10.1336 0.0122 0.0194 0.0181
Si 6.303 10.457 17.0625 -0.002 -0.0017 -0.0003
Si -0.1266 5.023 9.5152 0.0007 -0.0006 0.009
Si -0.9366 7.5495 16.6286 0.0014 0.0001 -0.0019
Si 1.4824 5.8701 16.8286 0.0004 0.001 -0.0012
Si 3.5746 9.358 17.8478 0.0003 -0.0001 0.0011
O 8.4478 11.168 13.446 0.002 -0.0008 0.0006
O 7.9194 -1.1051 11.1643 -0.0166 -0.0082 -0.0146
O 10.3457 10.2084 11.622 0.0005 0.0014 -0.0001
O 2.4183 5.6329 18.1502 -0.0002 -0.0002 0.0003
O 9.5972 6.6963 21.0011 -0.0003 -0.0003 -0.0004
O 4.9259 2.1091 22.7111 0 0.0008 0.0017
O 9.7304 3.5298 18.0957 -0.0002 0.0012 0.0001
O -4.0028 10.4594 15.5423 0.0006 0.0006 0.0012
O 3.0688 8.078 18.73 -0.0003 -0.0014 0.0008
O 0.5308 12.246 10.3176 -0.0066 0.0039 -0.0015
O 6.7963 17.4333 21.0897 -0.0009 -0.0005 -0.0001
O 6.2333 1.7554 14.0541 0.0001 0.0023 0.0039
O 1.3896 6.5971 20.4112 -0.002 -0.0002 0.0004
O 3.5013 10.6454 18.8382 -0.0014 0.0006 0.0022
O 9.2085 17.8861 15.3094 -0.0008 -0.0017 0.0008
O 7.0732 -3.4047 9.8897 -0.0063 -0.0065 0.0022
O 14.062 12.4347 20.7156 0.0036 0.0031 0.0059
O 13.6132 13.7253 11.5383 -0.0004 -0.0011 0.0025
O -0.9256 3.645 9.969 0.0008 0.0041 0.0016
O 6.0742 -0.6464 13.0821 -0.0067 -0.0037 -0.0007
O 10.8834 17.63 13.2363 0.0011 -0.0011 0.0024
O 4.1036 6.2567 20.2555 0.0017 -0.001 0.0022
O -3.0289 13.3589 16.4652 -0.0018 0.0002 0.0015
O 2.069 7.0472 15.8231 -0.0007 0.0005 0.0024
O 5.9281 5.9242 11.5679 -0.0041 0.0037 -0.0106
O 4.3872 0.7537 11.5881 -0.0021 0.0059 0.0011
O 6.5642 1.7333 20.6594 -0.001 -0.0027 0.0045
O 8.2859 16.9088 12.9893 -0.0043 -0.0027 0.0023
O 1.1036 11.645 19.0501 0.0031 -0.001 0.0008
O -0.0193 17.2964 17.2887 -0.0015 0.0008 0.001
O 7.5277 3.8936 11.4255 -0.0087 -0.0032 -0.0165
O 5.4456 14.2772 15.9989 -0.0002 -0.0004 -0.0035
O 2.9737 11.2437 23.0917 0.0019 -0.0007 0.0026
O 10.7943 4.4083 20.3853 0.0021 0.0022 0
O 8.9849 8.0934 17.759 0 0 0.0023
O 7.9185 8.566 20.1696 0.0003 -0.0011 0.001
O 12.8869 18.5682 11.8804 0.0001 0.0005 0.0033
O 6.3587 3.2998 18.4618 -0.0001 0.001 0.0006
O 1.3538 15.4286 15.9669 -0.0005 -0.0015 0.0021
O 2.2057 16.0863 12.7329 -0.0007 0.001 0.0047
O 7.4693 10.1879 18.1528 -0.0004 0.0005 -0.0006
O 5.6139 4.1902 20.791 -0.0019 -0.0007 0.0005
O 2.5902 9.5506 16.5516 -0.0018 -0.0015 -0.0005
O -5.2081 11.9691 17.2784 -0.0004 -0.0012 0.0009
O 9.3862 1.431 8.6773 -0.009 0.0051 0.0038
O 10.9931 8.7655 16.1598 0.0015 -0.001 0.0011
O 10.5172 13.3949 15.7498 0.002 -0.0005 0.0004
O 3.9344 14.2149 13.7997 -0.0021 0.0007 0.0027
O -0.9859 1.8367 20.1315 -0.0007 0.0006 0.0006
O 6.9605 2.2433 9.1666 0.196 -0.1054 -0.0682
O 9.7854 11.8582 17.6306 -0.0003 -0.0013 0.001
O -1.0823 10.0898 19.4464 -0.0015 -0.0008 -0.002
O 1.265 13.9071 13.8091 0.003 0.0008 0.0024
O 12.8817 10.0494 20.9651 -0.0011 -0.0016 0.0047
O 10.0531 15.4825 14.3904 -0.0035 0.002 0.0027
O 1.6172 9.1253 14.0974 0.0008 -0.0001 0.0008
O 0.4003 5.7552 10.8447 -0.0062 -0.0062 -0.0083
O 8.2061 3.835 20.2763 0.0006 0 0.0006
O 3.8627 9.2239 12.7872 0.0033 0.0051 0.0002
O -5.8243 9.3442 17.2694 0.0016 0.001 0.0004
O 5.0882 3.1803 10.6873 0.0072 0.0178 0.0087
O 1.9154 10.2648 11.5834 -0.0008 0.0039 0.0019
O 6.2965 4.4151 13.7541 0.0013 0.0023 -0.0008
O 8.9678 1.4721 11.2154 0.0045 0.0028 0.001
H 7.8609 1.893 8.9074 -0.1601 0.0609 0.0302

Results
free energy: -129429.897 eV
free energy less fixed offsets of H -15.97, O -568.88, Si -635.61 eV per atom: -3.007 eV

The program warned: the cutoff lies below the one the program advises for these potential files; the exchange-correlation potential is rough where the density is thin.
